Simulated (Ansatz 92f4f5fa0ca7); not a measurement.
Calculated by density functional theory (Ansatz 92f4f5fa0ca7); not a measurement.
Periodic cell of 442 atoms, Si288O154, from a study of silicon, its oxide and their interface. The atomic structure is a simulated model.
Doubt: the cutoff is far below the 930 eV that the study's wrapper takes by default for these files, so forces and energies are approximate.

Settings: functional PBE; potential files Ansatz PAW; basis plane waves; wave-function cutoff 580 eV; density cutoff ratio 5; exchange-correlation grid ratio 1; k mesh 1 x 1 x 1, Gamma-centred; self-consistency stop 5e-08 eV per atom in the density residual; occupations fixed; spin none; net charge 0.

Cell vectors (angstrom)
a 15.4687 0 0
b 0 15.4687 0
c 2.0816 6.772 33.9538

Atoms: element, x, y, z (angstrom)
Si 2.0571 7.1033 25.2864
Si 2.0346 10.2604 25.0843
Si 2.0674 14.8795 25.0929
Si 2.12 2.5857 25.1376
Si 5.7191 6.9865 24.9853
Si 6.0821 11.3411 25.1782
Si 6.0673 13.7785 25.1508
Si 5.846 2.6755 24.6853
Si 9.7954 7.1206 25.1399
Si 9.822 10.2668 25.1976
Si 9.8503 14.831 25.1677
Si 9.829 2.5084 25.1468
Si -1.8683 7.1332 25.1665
Si -1.7873 10.2726 25.1734
Si -1.8015 14.8844 25.1659
Si -1.8603 2.5638 25.0983
Si 3.9894 6.8313 26.5531
Si 4.0543 10.6908 26.3168
Si 4.0751 14.4701 26.3246
Si 4.0947 2.8794 26.3477
Si 7.7542 6.8044 26.2895
Si 7.8989 10.6605 26.5114
Si 7.908 14.449 26.4684
Si 7.7583 2.8101 26.2418
Si 11.6936 6.8192 26.5044
Si 11.7563 10.5854 26.498
Si 11.7628 14.5586 26.5107
Si 11.7286 2.8465 26.4975
Si 0.0715 6.7992 26.4808
Si 0.154 10.6098 26.4654
Si 0.1592 14.55 26.4414
Si 0.1226 2.9115 26.3779
Si 4.0491 8.7987 27.8148
Si 3.9864 12.5792 27.7587
Si 4.0884 16.4147 27.7392
Si 4.0308 4.8113 27.7705
Si 7.8223 8.6715 27.7884
Si 7.9655 12.5673 27.8828
Si 7.8356 16.4358 27.7646
Si 7.8143 4.8069 27.6366
Si 11.7374 8.7036 27.9109
Si 11.772 12.5692 27.7906
Si 11.7546 16.442 27.9163
Si 11.7238 4.8317 27.7866
Si 0.1453 8.7103 27.8739
Si 0.1573 12.5846 27.7718
Si 0.1666 16.4736 27.8213
Si 0.1206 4.8287 27.7754
Si 2.1048 8.7201 29.1797
Si 2.0806 12.5746 29.1616
Si 2.1288 16.4421 29.1401
Si 2.0759 4.8259 29.1388
Si 5.9443 8.713 29.1964
Si 5.946 12.5726 29.1459
Si 5.9531 16.4356 29.1765
Si 5.9581 4.8304 29.1355
Si 9.7663 8.703 29.1799
Si 9.8771 12.5734 29.2084
Si 9.7746 16.4428 29.1736
Si 9.7562 4.8305 29.1065
Si 13.6858 8.7076 29.2182
Si 13.7017 12.5729 29.1547
Si 13.7142 16.4428 29.2044
Si 13.664 4.834 29.1572
Si 2.0816 6.772 30.535
Si 2.0816 10.6391 30.535
Si 2.0816 14.5063 30.535
Si 2.0816 2.9048 30.535
Si 5.9487 6.772 30.535
Si 5.9487 10.6391 30.535
Si 5.9487 14.5063 30.535
Si 5.9487 2.9048 30.535
Si 9.8159 6.772 30.535
Si 9.8159 10.6391 30.535
Si 9.8159 14.5063 30.535
Si 9.8159 2.9048 30.535
Si 13.6831 6.772 30.535
Si 13.6831 10.6391 30.535
Si 13.6831 14.5063 30.535
Si 13.6831 2.9048 30.535
Si 1.9336 0 3.4175
Si 1.9336 3.8672 3.4175
Si 1.9336 7.7343 3.4175
Si 1.9336 -3.8672 3.4175
Si 5.8008 0 3.4175
Si 5.8008 3.8672 3.4175
Si 5.8008 7.7343 3.4175
Si 5.8008 -3.8672 3.4175
Si 9.6679 0 3.4175
Si 9.6679 3.8672 3.4175
Si 9.6679 7.7343 3.4175
Si 9.6679 -3.8672 3.4175
Si -1.9336 0 3.4175
Si -1.9336 3.8672 3.4175
Si -1.9336 7.7343 3.4175
Si -1.9336 -3.8672 3.4175
Si 1.9682 1.9467 4.8135
Si 1.935 5.7859 4.7754
Si 1.9276 9.6531 4.7989
Si 1.958 -1.9467 4.7306
Si 5.765 1.9656 4.7979
Si 5.7788 5.8086 4.8283
Si 5.8052 9.6766 4.747
Si 5.7974 -1.9369 4.8079
Si 9.6569 1.9418 4.7943
Si 9.6859 5.8128 4.7461
Si 9.6564 9.6577 4.8079
Si 9.6764 -1.9342 4.7476
Si -1.9097 1.9189 4.7954
Si -1.8969 5.814 4.812
Si -1.9575 9.6484 4.7323
Si -1.9497 -1.9314 4.801
Si 0.0436 1.8945 6.173
Si 0.0606 5.7372 6.2024
Si -0.0688 9.5678 6.1
Si 0.0508 -2.0684 6.0676
Si 3.8728 2.0002 6.2614
Si 3.7992 5.7939 6.218
Si 3.9082 9.6537 6.1246
Si 3.8239 -1.9316 6.1567
Si 7.693 2.0768 6.1376
Si 7.7831 5.8921 6.1146
Si 7.6878 9.7259 6.1519
Si 7.7809 -1.9062 6.1224
Si -3.8584 1.8688 6.1397
Si -3.8696 5.8484 6.1182
Si -3.8378 9.6213 6.1316
Si -3.9212 -1.8878 6.164
Si 0.0827 -0.1433 7.3726
Si 0.0799 3.7959 7.6225
Si 0.0671 7.6973 7.5559
Si -0.0377 -4.0101 7.4647
Si 3.8499 0.0132 7.5456
Si 3.86 3.9284 7.7399
Si 3.8543 7.7595 7.5558
Si 3.7499 -3.9096 7.492
Si 7.7318 0.0952 7.3814
Si 7.7775 4.0402 7.5536
Si 7.6896 7.8013 7.5207
Si 7.7114 -3.8166 7.5438
Si -3.961 0.0056 7.6567
Si -3.7985 3.8623 7.3597
Si -3.8541 7.7318 7.5912
Si -3.8725 -3.8816 7.4112
Si 1.9302 -0.2377 8.8851
Si 1.9006 3.9369 9.1969
Si 1.9539 8.428 8.8657
Si 1.8322 -4.5892 8.7628
Si 5.8502 -0.3521 8.7245
Si 5.8796 4.6162 8.8584
Si 5.7786 7.114 8.7995
Si 5.6881 -3.5363 8.7656
Si -5.9903 0.6141 8.8909
Si -5.631 3.7967 8.7711
Si -5.8545 8.2081 8.8425
Si -5.7506 -4.0859 8.7872
Si -1.8508 -0.4294 8.6202
Si -1.9548 4.0307 8.8047
Si -1.8596 7.2325 8.8394
Si -1.9763 -3.5964 8.7753
Si 1.6576 -3.014 10.5048
Si 1.5164 2.255 10.8534
Si 6.2312 4.4839 23.1829
Si 4.0152 6.772 31.9023
Si 4.0152 10.6391 31.9023
Si 4.0152 14.5063 31.9023
Si 4.0152 2.9048 31.9023
Si 7.8823 6.772 31.9023
Si 7.8823 10.6391 31.9023
Si 7.8823 14.5063 31.9023
Si 7.8823 2.9048 31.9023
Si 11.7495 6.772 31.9023
Si 11.7495 10.6391 31.9023
Si 11.7495 14.5063 31.9023
Si 11.7495 2.9048 31.9023
Si 0.148 6.772 31.9023
Si 0.148 10.6391 31.9023
Si 0.148 14.5063 31.9023
Si 0.148 2.9048 31.9023
Si 4.0152 8.7056 33.2695
Si 4.0152 12.5727 33.2695
Si 4.0152 0.9712 33.2695
Si 4.0152 4.8384 33.2695
Si 7.8823 8.7056 33.2695
Si 7.8823 12.5727 33.2695
Si 7.8823 0.9712 33.2695
Si 7.8823 4.8384 33.2695
Si 11.7495 8.7056 33.2695
Si 11.7495 12.5727 33.2695
Si 11.7495 0.9712 33.2695
Si 11.7495 4.8384 33.2695
Si 0.148 8.7056 33.2695
Si 0.148 12.5727 33.2695
Si 0.148 0.9712 33.2695
Si 0.148 4.8384 33.2695
Si 0 1.9336 0.683
Si 0 5.8008 0.683
Si 0 -5.8008 0.683
Si 0 -1.9336 0.683
Si 3.8672 1.9336 0.683
Si 3.8672 5.8008 0.683
Si 3.8672 -5.8008 0.683
Si 3.8672 -1.9336 0.683
Si 7.7343 1.9336 0.683
Si 7.7343 5.8008 0.683
Si 7.7343 -5.8008 0.683
Si 7.7343 -1.9336 0.683
Si 11.6015 1.9336 0.683
Si 11.6015 5.8008 0.683
Si 11.6015 -5.8008 0.683
Si 11.6015 -1.9336 0.683
Si 0 0 2.0503
Si 0 3.8672 2.0503
Si 0 7.7343 2.0503
Si 0 -3.8672 2.0503
Si 3.8672 0 2.0503
Si 3.8672 3.8672 2.0503
Si 3.8672 7.7343 2.0503
Si 3.8672 -3.8672 2.0503
Si 7.7343 0 2.0503
Si 7.7343 3.8672 2.0503
Si 7.7343 7.7343 2.0503
Si 7.7343 -3.8672 2.0503
Si 11.6015 0 2.0503
Si 11.6015 3.8672 2.0503
Si 11.6015 7.7343 2.0503
Si 11.6015 -3.8672 2.0503
Si 3.6507 2.6367 13.2622
Si -1.4296 10.7745 17.9791
Si -0.2006 7.0696 13.4691
Si 6.453 3.3184 11.8216
Si 8.0183 5.7768 12.9994
Si 7.4388 0.5097 11.1176
Si 8.4923 2.1901 18.4958
Si -5.2309 6.1218 11.0084
Si 2.0261 4.8755 17.6977
Si 7.8267 -2.0534 12.7394
Si -2.1166 12.5603 22.9847
Si -1.5461 1.7601 10.9105
Si -2.5824 7.8304 11.6773
Si 2.9033 12.8635 17.5356
Si 1.8266 -2.0961 14.7394
Si 1.7539 4.8493 23.1056
Si 1.1019 1.8952 17.6741
Si 1.5971 10.1781 17.4429
Si 3.3094 -4.0227 12.9764
Si 8.1196 6.4279 16.1419
Si 7.9138 -1.5868 15.6984
Si 1.8786 9.0347 14.4272
Si 3.9748 6.9826 13.4918
Si 6.2309 8.0949 11.8088
Si -2.6325 -4.5714 11.7434
Si -2.9794 -0.4183 12.4532
Si -4.5501 -0.7458 15.1898
Si 1.963 6.4799 11.2506
Si -4.8704 -2.4803 11.4135
Si 5.2476 14.6663 17.1794
Si 11.3243 1.3246 17.4959
Si 2.4439 8.9352 20.0643
Si 1.358 14.721 19.5399
Si 4.1373 4.7177 15.3977
Si -0.5971 -2.5896 12.7069
Si 8.9338 11.5455 17.6082
Si -1.7087 3.3298 17.5755
Si 9.2157 4.8631 20.0787
Si 7.7379 8.7268 17.8927
Si -1.4753 4.856 23.0257
Si 2.9566 0.6095 15.4449
Si 2.7347 10.9901 22.2708
Si 5.5636 15.48 22.7431
Si 6.8348 15.3015 19.8426
Si -0.682 5.7799 16.2713
Si 6.39 4.0749 17.4156
Si 5.5358 9.541 22.9652
Si 2.713 14.101 22.2476
Si 11.6737 12.2937 16.8107
Si 5.533 8.3051 20.1766
Si 6.085 -4.4487 11.6901
Si 9.0018 13.1182 20.2546
Si 6.1519 5.2513 20.2373
Si 1.7739 5.9723 20.4046
Si 9.4514 4.7971 23.1007
Si 10.2181 12.526 22.9869
Si 10.1645 6.9937 18.0784
Si -1.3695 5.3513 20.0309
Si -1.2941 13.0703 20.169
Si 11.607 14.3934 19.2761
Si -2.2558 7.6881 18.1591
O 1.891 0.8386 10.1322
O 2.076 -1.7051 9.6141
O 4.7458 5.9689 14.5264
O 0.6811 6.424 12.2543
O 2.4558 2.4959 12.1704
O 2.01 7.9227 10.4639
O -2.1205 -4.4436 10.1872
O 8.8326 0.08 10.3399
O 6.1181 0.4753 10.1353
O 6.0848 4.0329 10.4035
O 5.6612 7.7709 10.3194
O 5.782 -1.9391 9.1851
O -5.7419 2.2145 9.255
O -3.0344 9.3514 12.0742
O -0.4919 2.2298 17.4733
O 9.4298 7.2987 10.2084
O -3.9617 -2.2621 15.4622
O 6.6115 -0.7588 16.2603
O -1.9042 -1.9891 9.1724
O -1.9693 6.7666 19.4774
O -2.1798 3.0792 10.1622
O -1.9156 5.6241 9.2528
O -1.709 7.9892 10.2997
O 7.3319 6.989 12.1849
O -3.8854 -1.1565 11.2728
O 1.7091 9.0304 18.601
O 9.5316 5.6822 12.4077
O 3.1026 -2.9443 14.1727
O -5.7809 -5.6656 9.3409
O 7.2749 -0.5696 12.3288
O -1.9771 6.1794 23.8303
O 8.2431 12.806 16.8607
O -1.7136 7.2568 12.9201
O 2.4103 -5.3344 13.3452
O 4.8826 -4.3704 12.7916
O 1.7982 13.1186 16.3468
O -1.409 0.5254 9.8735
O 7.4032 7.8488 16.5441
O 2.8569 7.7373 14.3897
O 5.034 8.0589 12.9118
O 1.8172 11.0271 23.6289
O 9.1939 12.4782 21.7296
O 5.5475 8.3874 24.1262
O 5.7978 4.3776 21.589
O -0.063 13.9202 19.528
O 2.0772 1.0073 24.6591
O 9.8687 11.2143 23.8679
O 4.0603 8.9149 19.8618
O 6.2919 14.2583 23.5581
O 1.9055 14.0558 23.6703
O -3.1484 2.6005 17.4006
O 5.6323 1.3103 23.7423
O 11.7231 15.9493 18.8311
O 6.3629 10.7976 23.6068
O -2.5195 1.1269 12.0791
O 3.2938 6.2395 12.1867
O -1.7581 11.2297 23.8426
O 5.6542 15.1343 18.7058
O 0.425 -2.4984 13.9938
O 7.4717 2.0454 11.6702
O -1.8646 13.9115 23.8496
O 1.9301 7.5549 20.7712
O 9.9333 13.8893 23.8275
O -1.543 11.7154 19.3022
O 0.2237 5.5598 20.205
O 9.088 11.8888 19.1917
O 2.054 8.6495 24.7091
O 10.0491 3.4628 23.8151
O 4.4847 13.1957 17.2072
O -3.6848 12.4823 22.5137
O 2.481 13.8223 18.7769
O 2.3699 5.051 21.6128
O 2.5704 5.6445 19.0253
O 7.9453 16.3879 19.3499
O 3.76 1.3677 14.2586
O 4.0438 10.1065 22.6638
O 6.5095 8.6959 18.9453
O 1.8829 -5.8646 15.9463
O 5.5212 -4.4061 10.1573
O 9.9115 4.7874 21.5451
O 7.1156 -3.2179 11.867
O -1.6004 4.429 16.3614
O 2.2238 6.1229 23.9858
O 2.2981 3.4553 23.7384
O 0.1396 4.7933 23.0712
O -0.2437 6.038 14.7296
O 2.0278 10.2165 21.0079
O 10.4111 11.2636 16.9625
O 0.0944 10.8052 17.4153
O 9.7594 1.7834 17.5584
O 1.8303 14.847 21.0949
O 7.9824 10.2555 17.4138
O -1.8112 8.7035 24.6313
O 2.1518 -0.5209 14.5804
O 1.867 5.3606 10.0744
O 9.6883 6.4726 16.5997
O 7.2014 4.3885 12.7914
O 0.6153 5.5232 17.2178
O 5.7156 4.4281 18.8794
O 7.7542 5.5869 20.1819
O 9.7937 8.703 24.6372
O 9.8221 16.3993 24.6209
O -2.0317 3.497 23.7414
O 7.5633 13.8599 20.0779
O 3.0857 5.2031 16.521
O 9.2734 -0.7094 15.3687
O -1.6219 -1.3088 12.7347
O -2.0044 4.9655 21.4867
O -1.4746 7.0874 16.8511
O -1.813 0.9795 24.6011
O 1.7982 1.4233 16.2679
O 7.3981 5.2753 17.0217
O -1.8221 9.2424 18.3819
O 7.2594 2.7016 17.5457
O -0.0407 2.1772 11.4165
O 5.5105 5.7779 23.8799
O -5.2407 4.7876 10.0502
O 5.0704 2.8253 12.5098
O 8.0476 6.1204 14.5724
O 6.8657 9.5962 11.8703
O 7.4814 -2.3149 14.307
O 11.6125 7.6745 17.9073
O 1.863 3.2899 18.0856
O -3.9876 -3.712 12.0019
O 9.0881 8.1174 18.5999
O 9.4301 -2.1556 12.4938
O 10.1922 14.2137 20.0463
O 5.3859 6.6854 20.3208
O -2.5897 14.0569 20.2121
O 7.8368 4.7764 23.2384
O 10.2042 5.7395 19.1248
O -1.4604 -3.9883 12.7421
O 3.32 3.8628 14.2819
O -5.5418 -2.9568 9.9942
O 8.9978 3.3506 19.5212
O 11.6437 13.3679 18.0244
O -1.0864 12.6019 21.7167
O 5.3052 3.895 16.2022
O 0.283 -2.6227 11.3214
O 3.0646 12.5423 21.8444
O 1.2393 16.1956 18.8232
O 6.2478 15.7933 21.2922
O -3.9842 -0.3142 13.73
O 4.1014 15.6434 16.533
O 0.3989 8.521 13.9547
O 2.7421 11.2761 17.8634
O -2.4264 11.4039 16.8302
O 9.9929 6.1636 23.8065
O 4.0342 15.0225 22.4536
O 6.1359 8.9514 21.5654
O -3.9356 0.3682 16.2016
O 2.8245 -3.3355 11.5914
O -3.7799 6.757 11.3967
O -1.6697 4.1116 19.0134

Results
free energy: -270674.830 eV
free energy less fixed offsets of O -568.88, Si -635.61 eV per atom: -11.630 eV

Forces (eV/angstrom), in the order of the atoms: element, x, y, z
Si 0.0036 -0.0067 -0.0036
Si -0.0107 0.0032 -0.0111
Si -0.0083 -0.0056 0.0022
Si -0.0013 -0.0054 -0.0018
Si -0.0113 0.0151 -0.0277
Si 0.0026 -0.0017 0.0082
Si -0.0034 0.0005 0.0116
Si 0.0081 -0.0152 -0.0027
Si 0.005 0.0119 0.0019
Si 0.0071 -0.0077 -0.0132
Si 0.0101 0.0092 -0.0008
Si 0.0132 -0.014 -0.0092
Si -0.007 0.013 0.0014
Si -0.0009 -0.0028 -0.0032
Si -0.0066 0.0063 -0.0045
Si -0.0084 -0.0106 0.0038
Si 0.0046 0.0056 0.0094
Si 0.0127 0.0047 -0.0012
Si 0.0099 0.001 0.005
Si -0.0006 -0.0057 0.0062
Si 0.0089 0.0046 0.0081
Si -0.0046 -0.0108 0.0042
Si -0.0011 0.0097 0.004
Si -0.0022 -0.0086 0.0127
Si 0.0004 0.0102 0.0097
Si 0.0043 -0.0078 0.008
Si 0 0.0122 0.0058
Si -0.0005 -0.0126 0.006
Si 0.0025 0.0065 0.0112
Si 0.0013 -0.0107 0.0067
Si 0.0046 0.0153 0.0064
Si -0.0004 -0.0074 0.0102
Si -0.0059 -0.0043 0.0029
Si -0.0083 -0.0018 0.0004
Si -0.0176 0.0012 -0.0062
Si -0.0017 0.003 0.0039
Si 0.0102 0.0033 -0.003
Si -0.0019 -0.0006 0.0048
Si 0.0163 -0.0003 -0.0061
Si -0.0008 0.0004 0.0083
Si -0.0014 -0.0076 -0.0134
Si -0.0023 0.0016 -0.0006
Si -0.0013 0.0039 -0.0137
Si -0.0019 0.0014 0.0008
Si -0.0033 0.0008 -0.0172
Si 0.0021 0.0025 -0.0024
Si -0.0044 -0.0052 -0.0152
Si 0.0014 0.0029 -0.0001
Si 0.0077 0.0015 0.0043
Si 0.0052 0.0011 0.0021
Si 0.0134 0.0003 0.0005
Si 0.0027 -0.0019 0.0046
Si -0.0034 0.0021 0.0042
Si 0.0033 -0.0019 0.008
Si -0.0007 0.0024 0.0079
Si -0.0011 0.0007 0.0005
Si -0.0115 -0.0033 0.0017
Si -0.0022 0.0009 0.002
Si -0.0117 0.0006 0.0007
Si -0.0012 0.003 0
Si -0.001 0.0003 0.0028
Si -0.0026 -0.001 0.0005
Si -0.0012 0.0021 0.0027
Si -0.0029 -0.0008 0.0002
Si 0.1423 -0.0736 -0.1791
Si -0.0333 0.0965 0.066
Si 0.0503 0.0794 -0.1427
Si 0.0998 -0.0417 -0.1534
Si -0.0207 -0.1384 -0.0986
Si 0.0426 0.1695 0.0589
Si -0.0163 -0.1044 -0.036
Si 0.0347 0.0454 -0.0963
Si -0.2247 -0.1937 -0.1882
Si -0.0341 -0.0949 0.1689
Si -0.0137 0.1158 0.143
Si -0.2223 0.1319 -0.156
Si 0.0212 -0.1667 0.1159
Si 0.0315 0.1654 0.1585
Si 0.0949 -0.1064 0.0791
Si 0.0173 0.1152 0.1296
Si 0.0695 0.2091 0.0319
Si 0.0633 -0.1131 -0.0176
Si -0.002 -0.0286 0.0147
Si 0.1346 -0.316 -0.1705
Si -0.0963 0.0712 0.2765
Si -0.1651 0.2375 0.0994
Si -0.0629 -0.1485 0.0348
Si -0.0249 0.1763 -0.0968
Si -0.1249 0.1532 -0.0631
Si 0.0842 -0.064 -0.0746
Si -0.0237 0.1782 -0.1648
Si 0.0785 -0.213 -0.0185
Si 0.1596 -0.0694 0.0285
Si 0.0136 0.0445 0.2445
Si 0.0808 -0.2556 -0.249
Si -0.1624 0.1247 -0.0324
Si 0.0007 0.0021 0.0006
Si 0.0054 -0.0007 -0.0023
Si 0.0004 0.007 0.0011
Si -0.0027 -0.002 -0.0044
Si -0.0062 -0.0065 -0.0027
Si -0.0053 -0.0032 -0.003
Si -0.0037 0.001 -0.0042
Si -0.0006 -0.0049 0.0008
Si -0.0023 0.0012 0.0034
Si -0.0049 0.0064 -0.0068
Si -0.0012 0.001 0.0015
Si -0.0021 0.0059 -0.0033
Si 0.0075 -0.0024 -0.0025
Si 0.0042 -0.0012 -0.0007
Si 0.0102 -0.003 0.0002
Si 0.0007 -0.0069 -0.0035
Si 0.0021 -0.0025 0.0076
Si -0.0083 -0.0006 0.0071
Si -0.0021 -0.0039 -0.0061
Si -0.0088 0.0012 0.0028
Si -0.0009 0.0053 -0.0018
Si 0.0079 -0.0057 -0.006
Si 0.0008 -0.0121 -0.0073
Si 0.0059 -0.0029 -0.0025
Si 0.0175 -0.0002 0.0119
Si -0.001 0.0003 0.0014
Si 0.006 -0.0044 0.0141
Si -0.0045 -0.0095 0.0078
Si -0.0076 0.0049 0.0087
Si 0.0094 -0.0061 0.0127
Si -0.0046 0.0078 0.0116
Si 0.0055 -0.0045 0.0098
Si 0.0019 0.0003 -0.0006
Si -0.0009 0.0021 -0.012
Si -0.0031 -0.001 -0.0039
Si -0.0095 0.0068 0.0078
Si 0.0029 -0.0061 0.0087
Si -0.0027 -0.0022 -0.0072
Si -0.0027 0.0033 -0.0003
Si -0.0005 0.0066 0.0086
Si -0.0085 0.001 -0.0041
Si 0.0051 -0.0019 -0.0083
Si 0.0055 0.0125 -0.0043
Si -0.0134 0.0014 -0.0106
Si -0.0064 0.0023 -0.0016
Si 0.0027 0.0002 -0.0117
Si -0.0071 0.0006 -0.0038
Si 0.0069 -0.0023 -0.0027
Si -0.001 0.0261 0.0199
Si -0.0051 0.0064 -0.001
Si -0.0005 -0.0015 0.0086
Si -0.0001 -0.0013 -0.007
Si 0.0027 0.0062 -0.0004
Si -0.0093 -0.004 0.0076
Si 0.0091 0.0081 0.0057
Si 0.0176 0.0045 -0.0011
Si -0.0019 0.0089 0.0067
Si 0.0063 -0.0014 0.0036
Si -0.0036 0.0039 -0.0025
Si 0.0093 -0.0002 0.0002
Si 0.0088 0.0044 0.0049
Si -0.0145 -0.0167 0.0065
Si 0.0031 0.0015 0.0078
Si -0.011 0.0011 -0.0095
Si -0.014 -0.0028 -0.0228
Si 0.0033 -0.0158 -0.0077
Si 0.0016 0.0062 0.0058
Si -0.0098 -0.0975 0.0085
Si 0.0024 0.0349 0.0004
Si -0.0129 -0.0186 0.0009
Si -0.0017 0.0626 -0.0011
Si 0.026 -0.0364 0.014
Si -0.0036 0.1133 0.0234
Si 0.0152 -0.0782 0.0139
Si 0.01 0.0238 0.0168
Si 0.0368 -0.076 -0.0186
Si -0.0106 -0.0314 -0.0001
Si -0.023 0.074 0.0023
Si 0.0318 0.0321 -0.0194
Si -0.0331 -0.0453 -0.0087
Si -0.0035 0.0487 0.0135
Si -0.0174 -0.0096 0.0029
Si -0.0219 0.0077 -0.0034
Si 0.0024 0.0161 -0.007
Si 0.0116 -0.006 0.013
Si 0.0054 0.0137 -0.0006
Si 0.0122 0.0031 0.014
Si -0.0098 0.0025 -0.0111
Si -0.0155 -0.0111 0.0164
Si -0.0111 -0.0051 -0.0081
Si -0.035 -0.0115 0.0068
Si 0.0021 0.0306 0.0016
Si -0.0274 -0.0313 0.0033
Si 0.0063 -0.036 0.016
Si -0.0195 0.022 0.0044
Si 0.0128 0.0158 -0.0059
Si 0.0294 -0.0112 0.0117
Si -0.0114 -0.0005 0.0026
Si 0.0525 0.0106 0.0035
Si -0.016 -0.0157 -0.0034
Si 0.0042 0.0182 -0.0064
Si -0.002 -0.0143 -0.0047
Si 0.0285 -0.0016 0.0027
Si 0.019 0.0078 0.0014
Si -0.0056 -0.0062 -0.0094
Si 0.0317 0.0098 -0.0089
Si -0.0049 -0.0132 0.0032
Si -0.0302 -0.006 0.0004
Si -0.0084 0.0308 -0.0085
Si -0.0296 -0.0082 -0.0031
Si -0.017 -0.0069 -0.0062
Si 0.0235 -0.0315 -0.0048
Si -0.0088 0.0254 -0.0192
Si 0.032 0.0263 -0.0108
Si -0.0059 -0.0179 0.0048
Si -0.0251 0.0282 -0.0093
Si 0.0169 -0.0284 0.01
Si -0.0137 -0.0043 -0.0134
Si 0.0143 0.0357 0.0157
Si -0.0142 0.0067 -0.0084
Si -0.0047 0.0584 -0.0312
Si -0.003 -0.0079 -0.0083
Si -0.0153 -0.0512 -0.0372
Si 0.0457 0.0248 0.003
Si 0.0187 0.0054 0.0211
Si 0.0312 -0.0612 0.004
Si -0.0163 0.0093 0.0069
Si -0.0087 0.0614 0.0169
Si -0.0347 0.0166 -0.0045
Si -0.0177 -0.0432 -0.0148
Si 0.0173 -0.0521 -0.0228
Si 0.0029 -0.004 -0.0062
Si -0.0017 -0.0063 0.0033
Si 0.0001 -0.0013 -0.0139
Si 0.0037 0.0068 -0.0093
Si -0.0077 0.0058 -0.0097
Si 0.0021 -0.0125 -0.0204
Si 0.0039 -0.0021 0.001
Si -0.0011 0.0109 -0.0051
Si -0.0015 -0.0076 0.0027
Si -0.0014 -0.0016 -0.0217
Si 0.0038 0.0004 0.0152
Si -0.0031 -0.008 -0.0266
Si -0.0048 0.0001 -0.0219
Si 0.0061 -0.0014 -0.0022
Si 0.0016 0.0094 -0.0043
Si 0.0104 0.0007 0.0082
Si -0.0052 0.0009 0.0027
Si -0.0061 0.0093 0.0081
Si 0.0067 -0.0012 -0.0035
Si -0.001 0.0002 0.0033
Si 0 0.0019 0.0024
Si 0.0024 0.004 -0.0077
Si 0.0019 -0.0038 -0.0169
Si 0.0066 -0.0131 -0.015
Si 0.002 0.0019 -0.0245
Si -0.0094 -0.0003 -0.0227
Si 0.0003 0.0008 -0.0001
Si 0.0063 -0.0016 -0.0105
Si 0.0009 0.0055 -0.0152
Si -0.0014 -0.0016 -0.0009
Si 0.0044 0.0056 0.0037
Si -0.0022 -0.0024 0.0058
Si -0.001 0.0047 0.0053
Si 0.0046 -0.0032 -0.0001
Si 0.0015 -0.0026 -0.0133
Si -0.0018 -0.0068 -0.0019
Si -0.0017 -0.0066 -0.0007
Si -0.0003 -0.0005 -0.0016
Si 0.0084 0.0015 -0.001
Si -0.0111 -0.0011 0.0141
Si -0.0027 -0.0001 -0.0009
Si -0.0071 -0.0034 0.0147
Si 0.0061 0.0077 -0.0003
Si -0.0025 0.0005 0.0057
Si -0.0061 0.0013 0.0065
Si 0.0038 -0.0017 -0.0023
Si 0.001 -0.0196 0.0029
Si -0.0078 0.004 0.0139
Si -0.0029 -0.0064 0.0044
Si 0.0043 -0.0005 0.0033
Si -0.0023 0.0125 -0.0236
Si 0.0028 -0.0016 0.0065
Si 0.0028 0.006 -0.003
Si -0.0041 0.0038 0.0097
Si 0.019 -0.0046 0.0174
Si 0 0.0022 0.022
Si 0.0019 0.0067 0.0024
Si 0.0005 0.0022 0.0008
Si -0.0042 -0.0001 0.007
Si -0.0002 0.0036 0.0025
Si -0.0055 0.0073 0.005
O 0 -0.0172 -0.0059
O 0.0024 0.0231 -0.004
O -0.0001 0.004 0.0049
O -0.0035 -0.0004 0.0167
O -0.0144 0.0007 -0.003
O -0.0029 0.013 -0.0053
O 0.0059 0.0047 -0.006
O 0.0135 -0.0004 -0.0074
O -0.005 0.0002 0.0014
O -0.0004 0.0102 -0.0164
O -0.0018 -0.0016 0.0074
O -0.0048 -0.0078 0.0066
O -0.001 0.0006 0.0098
O 0.0015 -0.0054 0.0175
O 0.0036 0.0012 0.0011
O 0.0027 0.0063 0.0064
O 0 0.0012 0.0021
O 0.0019 0.0007 0.0013
O -0.001 -0.0027 0.0033
O 0.0034 -0.0038 -0.0021
O 0.0018 0.0145 -0.0093
O 0.0009 0.0167 0.0139
O 0.0026 -0.0053 -0.009
O -0.0092 0.0002 0.0212
O -0.0029 -0.0007 0.0151
O 0.0029 -0.0044 0.0029
O -0.0027 -0.0001 0.0079
O 0.0067 -0.0034 0.0075
O -0.0005 0.0024 0.0068
O 0.0004 0.0065 0.0046
O 0.0017 0.0062 0.0025
O 0.002 -0.0011 0.0002
O -0.002 0.0065 0.0118
O -0.0016 -0.0041 0.0104
O 0.0054 -0.0016 0.0089
O -0.0017 -0.0043 0.0022
O -0.0041 -0.0027 0.0044
O 0 -0.001 0.0027
O 0.0013 -0.0016 0.0061
O 0.012 -0.0008 0.0036
O 0.0049 -0.0017 0.0104
O -0.0051 -0.0012 -0.0129
O -0.001 -0.0208 0.0076
O 0.0012 -0.0063 0.0066
O 0.002 0.0001 -0.0025
O 0.0006 0.0087 -0.0059
O -0.0012 -0.0132 0.0122
O 0.0031 -0.0003 -0.0037
O 0.0063 -0.0056 0.0004
O 0.002 0.0013 0.0041
O -0.0011 0.0006 -0.0005
O 0.0028 0.02 -0.0021
O 0.0021 -0.0037 -0.0012
O 0.0015 0.0091 0.0103
O 0.005 -0.0005 0.0144
O -0.0022 0.0012 0.0106
O -0.0014 -0.0094 0.0029
O 0.0029 0.0016 0.001
O -0.0099 -0.0041 0.002
O 0.0092 -0.0082 0.0172
O 0.0004 0.0112 0.0077
O 0.0001 -0.002 -0.0045
O -0.0012 0.0092 0.0033
O 0.0018 0.007 0.0019
O 0.0021 -0.0003 -0.0032
O -0.001 0.0038 -0.0008
O -0.0003 -0.0053 -0.007
O -0.0043 -0.0062 0.0061
O -0.0034 -0.0012 0.0013
O 0.0012 -0.0007 -0.0071
O -0.0039 0.0041 0.0038
O -0.0038 -0.0031 0.0026
O 0.0011 0.0031 -0.0027
O -0.001 -0.0021 -0.0045
O 0.0001 0.0063 0.0019
O -0.0006 0.0026 -0.0043
O -0.0095 -0.0023 0.0048
O 0.0024 -0.0039 -0.0038
O -0.0045 -0.0028 0.0013
O 0.0005 -0.0006 0.0008
O -0.0026 -0.0019 0.0159
O 0.0028 0.0024 0.0045
O -0.0009 0.0075 0.0077
O 0.0024 -0.0058 0.0008
O -0.0027 0.0009 -0.0071
O 0.0014 0.0055 0.0005
O 0.0027 0.0053 0.0024
O 0.0013 0.0042 0.0021
O 0.0038 -0.0005 0.0007
O -0.0065 0.0005 0.0031
O 0.0026 -0.0041 -0.0048
O 0.0013 0.0022 0.0027
O 0.0027 -0.0049 -0.0022
O -0.003 0.0002 0.0066
O -0.0013 -0.0194 0.005
O -0.0004 -0.0017 0.0023
O 0.0066 0.0188 0.015
O 0.0002 0.0029 0.0005
O -0.0003 0.0039 0.0038
O -0.0033 -0.0037 -0.0004
O 0.001 0.0038 -0.0032
O 0.0005 0.0038 -0.0021
O 0.0036 -0.003 -0.0025
O -0.0004 -0.0011 -0.0044
O -0.0003 0.0014 0.0016
O -0.0027 -0.0009 0.0032
O 0.0022 0.0015 0.0149
O 0.0011 -0.0017 0.0048
O 0.003 -0.0034 -0.0009
O 0.0045 -0.0071 -0.0019
O 0.0022 0.0012 0.0019
O -0.0004 0.0008 -0.0025
O 0.0015 -0.0009 -0.0031
O -0.0018 0.001 0.002
O 0.0124 0.0021 0.0155
O 0.0029 0.0133 0.0109
O -0.0009 -0.0184 -0.0152
O -0.0083 -0.0021 0.0147
O -0.0022 -0.0049 -0.0266
O 0.0006 -0.0054 0.015
O 0.0003 -0.0008 0.0008
O 0.0038 -0.0025 0.0003
O 0.0011 0.0027 -0.0013
O -0.0008 -0.0002 0.0147
O -0.003 -0.0014 -0.0039
O 0.0029 -0.0026 0.0108
O -0.0081 -0.0008 0.0004
O -0.0005 -0.0008 -0.0042
O 0.0133 -0.0047 0.0012
O -0.0257 -0.002 -0.0034
O -0.0016 -0.0053 0
O -0.0002 -0.0024 0.0141
O -0.0017 -0.003 0.003
O -0.0057 -0.016 -0.0047
O 0.0004 0.0043 0.0001
O 0.0005 0.0015 -0.0038
O 0.0001 -0.001 -0.0037
O -0.0009 0.0021 0.0017
O 0.0028 0.0022 0.0043
O 0.0036 -0.0025 -0.0065
O 0.0013 -0.0064 0.0014
O -0.0046 0.0011 0.0025
O 0.0089 0.0018 0
O 0.0018 0.0007 0.0018
O -0.0066 -0.0049 0.0086
O 0.0001 -0.0046 0
O 0.002 0.0012 0.0029
O 0.0015 0.0074 0.0028
O -0.0089 -0.0033 -0.0091
O -0.0002 0.0037 0.0009
O -0.0004 -0.005 -0.0042
O 0.012 -0.0043 0.0107
O -0.0029 -0.0021 0.0149
O 0.0023 0.0065 0.0026

The program warned: the cutoff lies below the one the program advises for these potential files; the forces do not sum to zero within the program's tolerance; the exchange-correlation potential is rough where the density is thin.
